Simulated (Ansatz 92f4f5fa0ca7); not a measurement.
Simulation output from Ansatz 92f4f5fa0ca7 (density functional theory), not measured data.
Periodic cell of 256 atoms, Si134O86H32N4, with a vacuum gap, from a study of silicon, its oxide and their interface. The atomic structure is a simulated model.

Settings: functional r2SCAN; potential files Ansatz PAW; basis plane waves; wave-function cutoff 800 eV; density cutoff ratio 5; exchange-correlation grid ratio 1; k mesh 1 x 1 x 1, shifted by 0.5 0.5 0 of a step; self-consistency stop 1e-11 eV per atom in the density residual; occupations fixed; spin none; net charge 0; applied field sawtooth along c, amplitude -0.015 V/angstrom in the program's sign convention, ramp centred at 0.9887 of c and 0.0226 of c wide, no dipole correction.

Cell vectors (angstrom)
a  10.88  0  0
b  0  10.88  0
c  0  0  44.172

Atoms and the computed forces on them: element, x, y, z (angstrom), force x, y, z (eV/angstrom)
Si  0.3144  -0.5011  30.5173  -0.0116  0.0028  -0.0159
Si  2.488  3.1002  30.1257  0.0083  0.0014  -0.0212
Si  0.2098  5.2738  30.4206  -0.0067  0.0104  -0.0196
Si  2.6709  8.3139  30.7945  0.0099  0.003  -0.02
Si  5.8751  -0.4379  30.4731  0.0077  0.0046  -0.0037
Si  8.0233  2.6958  30.8269  -0.0054  0.003  -0.0203
Si  4.8678  6.15  30.294  0.0098  -0.0028  -0.0137
Si  8.1185  8.5241  30.5701  0.0031  0.0065  -0.0124
Si  1.4247  1.378  31.515  -0.0061  -0.004  -0.0072
Si  3.9827  4.2787  31.6024  0.0028  0.0066  -0.0083
Si  1.3321  6.7595  31.8938  0.0044  0.0008  -0.0109
Si  4.2146  9.5682  32.0164  -0.0019  -0.0121  -0.0152
Si  6.6366  1.2963  31.9579  0.0099  0.0028  -0.0074
Si  9.5515  4.1298  31.8147  -0.0071  -0.0068  -0.0162
Si  6.667  7.0046  31.6905  -0.0041  -0.001  -0.0084
Si  9.6565  9.442  32.038  0.003  0.0041  -0.0067
Si  0.045  2.6693  33.0593  0.0039  -0.0004  0.0094
Si  2.7668  0.1545  33.1113  0.0044  0.0081  0.0133
Si  0.0523  8.0758  33.3432  -0.0214  0.0052  0.0101
Si  2.6783  5.3908  33.2059  -0.0026  -0.0063  0.0037
Si  5.3143  2.8586  33.0829  -0.0009  -0.0094  0.0049
Si  8.1424  -0.0467  33.2356  -0.0105  -0.0154  0.0063
Si  5.4395  8.1323  33.3371  0.0084  0.0039  0.0054
Si  8.1061  5.5524  33.0436  0.0105  0.0225  0.0087
Si  1.3276  4.0171  34.5241  -0.0017  0.0057  0.0269
Si  4.0446  1.4896  34.5344  0.0094  -0.012  0.0181
Si  1.4395  9.571  34.4974  -0.0019  -0.0074  0.0256
Si  4.049  6.7399  34.5782  0.0155  0.0214  0.0211
Si  6.7821  4.1391  34.4262  -0.0121  -0.0084  0.0327
Si  9.535  1.3664  34.4823  0.0098  0.0004  0.0177
Si  6.8209  9.5029  34.6311  -0.0042  -0.0019  0.0052
Si  9.4629  6.771  34.5735  -0.0063  -0.0071  0.0089
Si  0.0154  0.0005  35.8532  -0.0086  0.0114  0.1846
Si  2.6899  2.7454  35.9418  0.0025  -0.0108  0.1828
Si  -0.0311  5.3952  35.8818  0.0034  0.0184  0.159
Si  2.7365  8.1804  35.8849  -0.0093  -0.0106  0.1785
Si  5.4279  0.06  35.8695  -0.0097  0.0109  0.1441
Si  8.1569  2.7532  35.8011  -0.0178  -0.0035  0.1807
Si  5.4479  5.4177  35.8967  0.01  -0.007  0.2032
Si  8.1735  8.1479  35.9637  -0.0044  0.0126  0.1708
Si  1.3508  1.3432  37.2494  0.0048  0.0676  0.3704
Si  4.0849  4.0822  37.2688  -0.0185  0.0057  0.3883
Si  1.349  6.806  37.2157  -0.0743  0.0007  0.1236
Si  4.0993  9.5273  37.2318  -0.0073  0.1395  0.2985
Si  6.8228  1.3971  37.2141  -0.1335  -0.0166  0.1105
Si  9.4997  4.0494  37.2367  0.0263  0.1194  0.2755
Si  6.7915  6.784  37.2651  0.0386  -0.0218  0.4432
Si  9.5584  9.5285  37.2543  -0.0494  -0.058  0.325
Si  -0.0064  2.7004  6.9309  0.1611  0.0535  -0.3225
Si  2.7207  -0.0231  6.9164  0.0853  0.0155  -0.3979
Si  0.0136  8.1538  6.9456  -0.0657  -0.0015  -0.2635
Si  2.7316  5.4685  6.9292  0.0258  -0.1585  -0.2502
Si  5.4518  2.72  6.9389  -0.0684  0.0026  -0.2911
Si  8.1823  0.0178  6.9171  0.0304  -0.1339  -0.2028
Si  5.4481  8.165  6.9385  0.0567  -0.0539  -0.2977
Si  8.1471  5.4111  6.9234  -0.0009  0.0698  -0.4338
Si  1.3669  4.0824  8.2578  0.025  -0.026  -0.1638
Si  4.0981  1.3175  8.2572  -0.0285  0.0284  -0.1757
Si  1.393  9.5057  8.3037  -0.0326  0.0092  -0.182
Si  4.1155  6.7897  8.315  0.0573  -0.0383  -0.1906
Si  6.7916  4.0895  8.3098  -0.015  0.0022  -0.1889
Si  9.5452  1.3435  8.3109  0.0089  -0.0135  -0.1846
Si  6.8104  9.5348  8.273  0.0077  -0.006  -0.1751
Si  9.4997  6.7779  8.2558  0.0044  0.0084  -0.1738
Si  0.0355  -0.0233  9.6788  0.0142  0.0127  -0.0161
Si  2.7477  2.6952  9.5739  -0.0106  0.0028  0.002
Si  -0.0162  5.4316  9.6047  -0.0055  -0.0087  -0.0102
Si  2.7827  8.1669  9.6505  -0.0131  -0.0051  -0.022
Si  5.4539  -0.004  9.6594  0.0064  0.0031  -0.0264
Si  8.1583  2.7177  9.6193  0.0053  0.0042  -0.0202
Si  5.4632  5.435  9.732  -0.0135  -0.0032  -0.0265
Si  8.1233  8.1183  9.6061  -0.0001  -0.0015  -0.0048
Si  1.4328  1.3878  10.9942  0.007  0.0146  -0.0087
Si  4.1045  3.9644  10.9974  -0.0059  -0.0144  -0.0063
Si  1.381  6.7888  10.9064  -0.0087  -0.0046  -0.0093
Si  4.1441  9.4997  11.0551  -0.0044  0.0078  -0.0102
Si  6.8173  1.3788  10.9923  -0.0065  -0.0055  -0.0063
Si  9.491  4.082  10.9649  0.0131  0.0004  -0.0067
Si  6.8126  6.8429  11.1107  0.0165  0.0029  -0.0109
Si  9.5018  9.4333  10.9314  -0.0091  -0.0101  -0.0141
Si  -0.0201  2.731  12.2867  -0.0029  -0.0039  0.0143
Si  2.8349  0.0445  12.3702  -0.012  -0.0016  0.0162
Si  0.0312  8.124  12.2775  0.0049  0.0075  0.0159
Si  2.6713  5.3462  12.2102  0.0075  0.0033  0.0094
Si  5.5039  2.6786  12.4682  0.0026  0.0107  0.0155
Si  8.1522  -0.0635  12.2493  0.004  0.0028  0.019
Si  5.4658  8.2126  12.5662  0.0016  -0.0039  0.0114
Si  8.225  5.4491  12.4145  -0.0012  0.0009  0.0164
Si  1.1193  4.2553  13.6278  -0.009  -0.0003  -0.0384
Si  4.4344  1.059  13.8261  0.0035  0.0004  -0.0317
Si  1.1397  9.7921  13.4776  0.0026  0.0025  -0.0316
Si  4.1745  6.4817  13.5445  -0.0071  -0.0072  -0.0357
Si  6.5857  4.378  13.7209  -0.0063  -0.0149  -0.0534
Si  9.722  1.0913  13.4923  0.0086  0.0032  -0.0348
Si  6.7705  9.7959  13.8571  -0.0085  0.0008  -0.0423
Si  9.8689  6.5558  13.6965  -0.0024  -0.0079  -0.046
Si  -1.964  0.1751  26.156  0.005  -0.0005  -0.049
Si  -1.9478  8.5533  15.9482  0.0003  -0.0029  -0.0592
Si  2.1709  7.0142  18.2511  0.0072  0.0046  -0.0533
Si  10.4846  0.307  20.2441  0.0006  0.0051  -0.069
Si  9.0815  12.6316  16.4183  0.0015  0.0044  -0.0394
Si  5.03  7.4119  18.2467  -0.0026  -0.0162  -0.0437
Si  7.7636  11.5032  18.7668  0.0027  0.0035  -0.0557
Si  3.7582  1.7974  20.1077  0.0028  -0.0065  -0.0545
Si  -0.2178  -4.5892  20.1299  -0.0043  0.005  -0.0669
Si  -4.7083  3.1427  19.185  0.0099  0.0045  -0.0614
Si  -5.1918  2.9777  21.9934  -0.0079  0.0018  -0.06
Si  1.0492  1.1824  17.5843  0.0059  0.0027  -0.0664
Si  7.9006  -2.466  23.2993  0.0008  0.0021  -0.0505
Si  12.4322  3.8734  21.1077  -0.0022  -0.0017  -0.0493
Si  0.9405  0.985  25.4938  -0.006  -0.0041  -0.0504
Si  5.326  -1.8296  24.3845  0.0069  -0.0018  -0.051
Si  -0.2493  -8.7212  22.8552  0.0043  0.0049  -0.0608
Si  14.1063  -8.6197  27.0605  -0.001  -0.0126  -0.0576
Si  3.6424  16.5489  16.3015  -0.0012  -0.0027  -0.0588
Si  11.984  9.3134  16.3453  -0.0073  -0.0002  -0.065
Si  4.4656  -2.2714  28.4875  -0.0044  -0.0023  -0.0509
Si  7.5101  4.2835  16.771  0.0039  -0.008  -0.0666
Si  7.8022  -8.6484  24.0875  0.0035  0.0034  -0.0617
Si  10.61  -2.123  21.9876  -0.0001  -0.0082  -0.065
Si  6.7524  -6.4875  28.7841  0.0014  -0.0067  -0.0373
Si  -1.4292  -2.9325  25.674  0.0014  0.0098  -0.058
Si  8.0507  -4.038  18.2679  -0.0034  0.0118  -0.0542
Si  15.8888  -0.8952  19.2894  0.0059  -0.002  -0.0501
Si  14.8185  5.3295  22.5445  0.0019  -0.0066  -0.0517
Si  13.7557  2.8572  15.8887  0.0007  -0.0005  -0.0666
Si  1.2987  -1.9746  24.7027  -0.0058  -0.0012  -0.0496
Si  8.6334  -10.6424  29.1195  -0.0055  0.0024  -0.0361
Si  -1.7488  6.4633  28.4108  -0.0107  0.003  -0.0516
Si  3.3268  -0.624  26.3422  -0.0041  0.0021  -0.0476
Si  5.9512  -7.2433  26.2505  0.0091  -0.0068  -0.0478
Si  5.3415  -2.8333  21.8137  -0.0029  0.0054  -0.0653
Si  5.1267  6.1895  27.3077  -0.0101  -0.0021  -0.0528
Si  3.6465  6.8229  25.0965  -0.0032  -0.002  -0.0563
O  -2.1851  1.7667  29.6645  0.0019  0.0073  0.0186
O  1.5411  -1.5425  30.0904  -0.0009  -0.0009  0.0103
O  1.2757  4.1662  29.8804  -0.0022  -0.0034  0.0143
O  3.0191  2.7833  28.5917  -0.0108  0.0117  0.0566
N  1.8147  -0.5094  25.4942  0.0086  0.0053  0.0246
O  -0.3488  5.9731  29.0527  0.0173  -0.0098  0.0292
O  9.2478  2.736  23.5109  -0.0089  -0.0011  0.0205
N  3.8387  7.5226  29.7099  -0.0089  -0.0086  0.032
O  3.6396  -4.6346  26.6169  0.0092  -0.0053  0.0315
O  5.1168  -3.3655  24.9023  -0.0019  -0.0077  0.0269
O  6.8719  3.7121  30.2267  0.0019  -0.0068  0.0165
O  5.0589  -0.883  29.097  0.0113  0.0147  0.0293
O  5.9764  5.2749  26.255  0.0008  0.007  0.0275
O  8.6468  7.7401  29.2499  -0.0033  0.0098  0.0286
O  0.0765  5.4114  14.171  0.0018  0.0073  0.019
O  1.7117  3.4368  14.9136  0.0144  -0.0098  0.0314
O  3.6986  1.6624  15.1605  -0.0117  0.0104  0.0297
O  0.7688  3.3247  22.4081  -0.0075  -0.0081  0.0255
O  1.6998  9.1256  14.857  -0.0013  -0.005  0.0423
O  0.0222  10.9173  13.9366  -0.0005  -0.0028  0.011
O  3.3147  6.4987  14.9468  -0.0029  -0.002  0.041
O  5.4167  5.4889  13.9002  0.0119  0.0149  0.0224
O  6.9843  4.0647  15.2685  0.0084  -0.0017  0.0562
O  4.9179  6.4691  16.9265  0.0103  0.0126  0.0295
O  10.3504  -1.5773  16.2495  0.0025  0.0025  0.0233
O  7.7581  9.3537  15.1192  0.0109  -0.0075  0.0267
O  5.6087  10.8817  14.3371  0.0046  -0.0061  0.0087
O  8.6958  14.0985  16.9415  -0.0014  0.0007  0.0226
O  9.2777  7.2471  15.0497  -0.0087  0.013  0.031
O  0.8184  -1.8303  23.1589  0.0136  0.0038  0.0419
O  4.8678  -1.8547  17.9697  -0.0013  0.01  0.029
O  -0.5519  1.2757  21.5315  0.0002  0.0166  0.044
O  -0.2559  1.6  16.7725  0.01  -0.0035  0.023
O  8.1505  11.537  17.187  -0.0106  -0.0073  0.0404
O  9.1883  17.311  19.393  0.021  -0.0056  0.0348
O  7.4104  2.1156  19.2397  -0.0038  0.0026  0.0244
O  8.9159  12.4887  14.8234  -0.0062  0.0059  0.0594
O  3.8216  11.0867  19.6278  -0.003  0.0068  0.0167
O  10.6034  7.1961  21.4954  0  0.0176  0.0301
O  8.108  11.7601  24.9332  0.0044  -0.0116  0.0277
O  -1.7575  -1.7124  22.5344  -0.0106  -0.0015  0.0247
O  4.5727  12.7709  21.5163  0.0091  0.0048  0.0299
O  0.9234  6.9629  19.2303  -0.0182  -0.006  0.0335
O  -2.4813  8.1999  17.4447  -0.0086  -0.0088  0.0345
O  6.9571  -7.6823  25.078  -0.0135  0.0116  0.0351
O  -5.7318  8.8713  20.4564  0.0046  -0.0169  0.0468
O  10.9925  -1.1479  20.7489  0.0001  -0.0131  0.0311
O  -4.5072  4.0816  17.9068  -0.0113  -0.0095  0.0403
O  3.6073  7.109  19.0367  0.003  0.0032  0.0245
O  3.3522  -5.1904  24.0042  -0.0021  0.0108  0.0405
O  11.4322  -9.5845  23.9555  0.0104  -0.0111  0.038
O  3.9187  -6.7968  16.1153  0.0041  0.0053  0.0156
O  15.8685  -6.7461  22.874  -0.0019  0.0067  0.0237
O  -4.6594  3.7894  20.6751  -0.0046  0.0006  0.0413
O  17.4858  3.2185  27.6773  0.004  0.0022  0.0316
O  1.8363  2.1789  26.1799  0.0142  0.0091  0.0266
O  5.5714  7.7358  27.6492  -0.0005  0.0081  0.0232
O  4.6196  -4.2745  21.8238  -0.0023  -0.0049  0.0146
O  -6.2062  -1.8312  22.904  -0.0012  0.0057  0.0374
N  7.5339  -11.6875  29.9967  -0.0213  -0.0185  0.007
O  0.6249  0.9269  19.1375  -0.0138  -0.0079  0.049
O  3.6527  0.7164  27.1706  0.0039  0.0082  0.0238
O  15.4875  -0.7767  25.3459  -0.0098  0.0061  0.0261
O  6.9159  -3.1182  22.1795  0.009  0.0021  0.0199
O  11.252  4.7615  20.351  0.0095  -0.0128  0.0279
O  12.4915  -0.1735  16.9554  -0.0001  0.012  0.024
O  13.2304  5.7204  17.2889  -0.0087  0.009  0.0314
O  -1.9007  -12.2979  25.9482  -0.0018  0.0046  0.0224
O  -4.0603  2.1364  22.7906  0.0162  -0.0062  0.0342
O  4.6799  2.5348  18.9909  -0.0052  -0.0032  0.0243
O  6.4473  -0.2124  19.1044  -0.0069  -0.0031  0.0166
O  2.1944  2.3054  17.2712  -0.0088  -0.0085  0.0297
O  13.6209  -6.0175  21.5705  0.0149  0.0078  0.0233
O  6.5215  -3.8454  18.8616  -0.0017  0.0026  0.023
O  11.0381  -2.8339  25.4459  -0.0064  -0.0044  0.0178
O  -0.477  0.8211  26.2676  -0.0058  -0.0018  0.0158
N  5.357  -5.4911  28.8045  -0.0042  0.0025  0.0343
O  3.3123  -1.825  27.4345  0.0104  -0.0124  0.0353
O  2.3393  -8.254  20.322  -0.0079  0.0093  0.021
O  15.286  -7.7993  26.2629  -0.0067  -0.0027  0.0251
O  -2.2488  -3.4647  24.3646  0.008  -0.0037  0.0341
O  8.0973  -5.1456  17.0941  0.0009  0.0159  0.0299
O  9.0286  0.0815  19.5896  0.0143  -0.0041  0.0336
O  12.7029  8.231  17.2707  0.0096  -0.0156  0.0328
O  9.2358  -3.9713  26.8741  -0.0025  -0.0126  0.0404
O  8.0965  5.2391  28.5057  0.0008  0.0004  0.0165
O  -0.6983  -11.1874  29.2188  0.0153  -0.0036  0.022
O  13.4927  -2.8754  24.8261  0.003  0.0011  0.0194
O  17.7827  -1.5186  24.1808  -0.0031  0.0033  0.0271
O  8.1777  0.3718  27.5751  -0.0027  -0.0007  0.0437
H  2.1737  0.5225  38.1818  -0.3242  0.2615  -0.2629
H  0.529  2.165  38.1818  0.2694  -0.3469  -0.2356
H  3.273  4.9138  38.2012  0.3463  -0.2224  -0.231
H  4.9081  3.2618  38.2012  -0.3658  0.2617  -0.2298
H  2.1843  5.998  38.1481  -0.2702  0.2628  -0.3022
H  0.531  7.6316  38.1481  0.2802  -0.3976  -0.2653
H  4.917  8.7014  38.1643  -0.2146  0.3819  -0.2962
H  3.2628  10.3341  38.1643  0.2926  -0.3076  -0.2495
H  7.6387  0.5694  38.1465  -0.2168  0.2914  -0.32
H  5.9865  2.2041  38.1465  0.3971  -0.2307  -0.2688
H  8.6807  4.8739  38.1691  0.2791  -0.3108  -0.271
H  10.329  3.2351  38.1691  -0.3861  0.194  -0.2879
H  5.9811  7.6171  38.1976  0.2547  -0.3652  -0.2446
H  7.608  5.957  38.1976  -0.3256  0.2777  -0.2327
H  8.7346  10.3483  38.1867  0.2998  -0.2277  -0.265
H  10.3681  8.6948  38.1867  -0.2607  0.425  -0.2333
H  -0.8357  3.5147  5.9985  0.286  -0.3144  0.2834
H  0.8154  1.8786  5.9985  -0.3087  0.2831  0.2654
H  3.5572  -0.8299  5.9839  -0.3799  0.2642  0.2414
H  1.8978  0.7976  5.9839  0.2859  -0.2856  0.2833
H  -0.7961  8.9875  6.0132  0.3113  -0.2551  0.2828
H  0.8316  7.3282  6.0132  -0.3405  0.3274  0.267
H  3.5434  4.6368  5.9967  -0.2528  0.301  0.2585
H  1.8963  6.2765  5.9967  0.393  -0.2584  0.2792
H  6.2881  1.913  6.0065  -0.2685  0.3547  0.2704
H  4.6286  3.5404  6.0065  0.2498  -0.3055  0.2689
H  9.0061  -0.8019  5.9847  -0.2941  0.2836  0.2615
H  7.3665  0.8456  5.9847  0.3184  -0.2807  0.2936
H  4.6304  8.9909  6.0061  0.2544  -0.368  0.2835
H  6.2585  7.3319  6.0061  -0.2506  0.3262  0.2651
H  8.9661  4.5866  5.9909  -0.3394  0.2698  0.2681
H  7.3305  6.2381  5.9909  0.267  -0.3156  0.251

Results
free energy: -136808.163 eV
free energy less fixed offsets of H -15.71, N -386.36, O -570.45, Si -639.56 eV per atom: -0.263 eV

The program warned: the cutoff lies below the one the program advises for these potential files; the forces do not sum to zero within the program's tolerance; empty levels may hold ghost states of the PAW files; the exchange-correlation potential is rough where the density is thin.
